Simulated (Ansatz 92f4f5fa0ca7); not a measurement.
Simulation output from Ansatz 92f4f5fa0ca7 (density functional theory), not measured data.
Periodic cell of 264 atoms, Si152O112, from a study of silicon, its oxide and their interface. The atomic structure is a simulated model.

Settings
functional: r2SCAN
potential files: Ansatz PAW
basis: plane waves
wave-function cutoff: 800 eV
density cutoff ratio: 5
exchange-correlation grid ratio: 1
k mesh: 1 x 1 x 1, shifted by 0.5 0.5 0 of a step
self-consistency stop: 1e-10 eV per atom in the density residual
occupations: fixed
spin: none
net charge: 0

Cell vectors (angstrom)
a, 10.887, 0, 0
b, 0, 10.887, 0
c, 0, 0, 37.8768

Atoms: element, x, y, z (angstrom)
Si, -0.3317, 0.262, 0.0609
Si, 2.5667, 2.3122, 0.2268
Si, -0.3934, 5.7217, -0.1
Si, 2.9671, 7.8269, 0.3377
Si, 4.9956, 0.1583, 0.1734
Si, 8.2439, 2.3962, 0.0544
Si, 5.0458, 5.4454, 0.179
Si, 8.027, 7.7393, -0.1854
Si, 1.114, 1.2363, 1.6399
Si, 3.7978, 3.9589, 1.4124
Si, 1.1842, 6.7519, 1.3671
Si, 4.053, 9.4357, 1.5794
Si, 6.6814, 1.2792, 1.3878
Si, 9.4507, 4.0456, 1.2544
Si, 6.68, 6.6414, 1.394
Si, 9.3071, 9.4227, 1.0955
Si, -0.1339, 2.7746, 2.809
Si, 2.6155, -0.0902, 2.8636
Si, -0.1542, 8.193, 2.6307
Si, 2.5413, 5.3928, 2.7706
Si, 5.3203, 2.681, 2.7227
Si, 8.0813, -0.1056, 2.6641
Si, 5.4606, 8.0821, 2.8277
Si, 8.1134, 5.3545, 2.7121
Si, 1.2707, 4.0608, 4.1817
Si, 4.0225, 1.317, 4.124
Si, 1.2263, 9.4481, 4.1221
Si, 3.9972, 6.7456, 4.09
Si, 6.7226, 4.0302, 4.0723
Si, 9.4083, 1.3182, 4.0605
Si, 6.8081, 9.4722, 4.1397
Si, 9.4684, 6.7791, 4.0384
Si, -0.0598, 0.0054, 5.446
Si, 2.6963, 2.7079, 5.4811
Si, -0.0562, 5.4716, 5.4705
Si, 2.654, 8.1232, 5.4521
Si, 5.4244, -0.0263, 5.4578
Si, 8.0837, 2.6816, 5.4444
Si, 5.4043, 5.417, 5.4422
Si, 8.1782, 8.132, 5.4738
Si, 1.341, 1.3427, 6.8102
Si, 4.081, 4.0659, 6.8295
Si, 1.3389, 6.7879, 6.8457
Si, 4.0498, 9.5025, 6.7849
Si, 6.7736, 1.3386, 6.8378
Si, 9.4825, 4.0688, 6.7777
Si, 6.7924, 6.7788, 6.7956
Si, 9.5271, 9.5161, 6.8335
Si, 0.0067, 2.7498, 8.1337
Si, 2.7442, 0.0097, 8.1617
Si, 0.0335, 8.1912, 8.201
Si, 2.7491, 5.4555, 8.1765
Si, 5.4613, 2.7331, 8.1989
Si, 8.1838, 0.0124, 8.1788
Si, 5.4581, 8.1764, 8.1294
Si, 8.1766, 5.4436, 8.1611
Si, 1.3948, 4.0855, 9.5017
Si, 4.1187, 1.3606, 9.5398
Si, 1.4176, 9.5559, 9.5469
Si, 4.1366, 6.8316, 9.5089
Si, 6.8572, 4.0937, 9.5441
Si, 9.5702, 1.3962, 9.5097
Si, 6.8239, 9.5273, 9.503
Si, 9.5559, 6.8078, 9.5213
Si, 0.0708, 0.074, 10.873
Si, 2.7673, 2.7492, 10.8714
Si, 0.0802, 5.4703, 10.8634
Si, 2.8371, 8.2239, 10.8825
Si, 5.53, 0.024, 10.8904
Si, 8.2529, 2.7539, 10.905
Si, 5.5274, 5.5054, 10.868
Si, 8.2107, 8.2006, 10.8614
Si, 1.4398, 1.4091, 12.2747
Si, 4.1741, 4.1239, 12.1682
Si, 1.4707, 6.8515, 12.1806
Si, 4.2032, 9.5756, 12.2852
Si, 6.934, 1.3538, 12.2569
Si, 9.6532, 4.1082, 12.2558
Si, 6.8839, 6.8647, 12.2628
Si, 9.5778, 9.6001, 12.1772
Si, 0.1198, 2.7702, 13.6775
Si, 2.8434, 0.0726, 13.6215
Si, 0.1192, 8.2853, 13.4492
Si, 2.8694, 5.5143, 13.5207
Si, 5.5496, 2.7651, 13.4994
Si, 8.3283, 0.0284, 13.6783
Si, 5.6036, 8.2684, 13.6775
Si, 8.3206, 5.5234, 13.5603
Si, 1.5531, 4.1653, 14.9219
Si, 4.2174, 1.4546, 14.9436
Si, 1.4472, 9.5888, 14.8978
Si, 4.2178, 6.8714, 14.9287
Si, 6.999, 4.074, 14.8144
Si, 9.7415, 1.3636, 15.1033
Si, 6.9883, 9.5742, 15.1274
Si, 9.7106, 6.9442, 14.8261
Si, 0.0721, -0.2068, 16.4938
Si, 3.1711, 3.1049, 16.2649
Si, 0.413, 5.8123, 16.0931
Si, 2.5728, 8.0167, 16.1717
Si, 5.8023, 0.379, 16.2907
Si, 8.0671, 2.5281, 16.2411
Si, 5.4662, 5.2512, 16.0622
Si, 8.72, 8.4459, 16.3345
Si, -9.8095, 5.7311, 35.006
Si, -7.5661, 9.684, 24.2748
Si, 4.8192, 6.1833, 22.7372
Si, 1.706, -12.8989, 21.5744
Si, 25.0914, 30.0044, 31.5396
Si, 9.5589, 15.2133, 18.3276
Si, 11.486, 4.2106, 20.5993
Si, 5.1627, 3.4662, 26.3572
Si, 37.6501, -7.5284, 21.497
Si, 4.7413, 3.1441, 29.4781
Si, -4.0634, 6.7645, 24.7877
Si, 10.2851, 7.0463, 21.5059
Si, 13.7364, 30.1652, 27.0066
Si, 10.4644, 45.2557, 21.6035
Si, 4.5619, 0.7839, 35.3225
Si, 32.2513, 25.5889, 25.4511
Si, 26.2744, 9.3286, 18.1316
Si, 25.8663, 27.1101, 31.3676
Si, 12.5211, 31.3302, 29.3853
Si, 14.9609, 6.1095, 25.568
Si, -15.6004, 9.4852, 25.0889
Si, 27.1522, -22.8946, 28.0696
Si, 1.7729, 23.9105, 25.8744
Si, 21.4371, -9.849, 24.3385
Si, 3.1694, 1.0704, 28.4819
Si, 18.6298, 33.7015, 24.7805
Si, 7.902, 14.0376, 26.8667
Si, -4.6781, 29.667, 34.9697
Si, 18.7567, 13.896, 22.442
Si, 5.5536, -0.9154, 32.9961
Si, 2.9076, 13.7247, 19.3998
Si, 7.328, 21.2165, 30.4473
Si, 17.0106, 14.3394, 35.8527
Si, 21.7821, 12.6276, 32.979
Si, -7.8994, -2.9263, 35.3985
Si, 23.2663, 11.974, 35.7222
Si, -1.73, 5.5603, 23.7792
Si, 22.7202, 8.1067, 33.3725
Si, -2.4887, 17.8365, 19.1727
Si, -5.1368, 17.758, 18.4931
Si, 11.9759, 22.1343, 19.5364
Si, 21.093, -0.9893, 31.4829
Si, 23.0247, 4.1932, 32.4516
Si, 14.8747, 18.602, 20.408
Si, 17.5095, 5.1391, 33.3706
Si, 9.2455, 25.747, 32.1478
Si, 3.944, 23.6861, 24.1031
Si, -3.2826, 2.4624, 29.9049
O, -15.2338, 3.8919, -3.5061
O, 11.4446, 1.2821, -3.4596
O, 8.5871, 5.3606, -18.8176
O, 5.5541, 4.7416, -1.2157
O, 16.4754, 8.234, -20.268
O, 4.7766, -1.9097, -13.4552
O, 5.3334, 15.9306, -5.505
O, 18.6725, 12.5234, -11.5938
O, -7.4228, 13.0419, -8.2295
O, 8.6848, -1.2906, -6.898
O, 9.7649, 20.4993, -21.075
O, 4.0409, 28.4606, -0.1789
O, 5.6027, 28.3962, -12.026
O, 2.0187, 8.8077, -3.4953
O, 9.2744, 6.7311, -0.5752
O, 32.9185, 20.4113, -7.6707
O, 1.5383, -0.9197, 20.3983
O, 13.3278, 7.655, 20.7881
O, -6.3431, 26.647, 21.8437
O, 17.1802, 6.1601, 23.3746
O, 13.9801, -1.976, 17.4428
O, 19.5878, 14.0943, 17.5692
O, 8.5765, 15.2813, 22.8273
O, 15.2297, -6.6984, 16.5212
O, 8.079, 15.8791, 32.639
O, 6.9094, 1.489, 16.7616
O, 8.4744, 7.6387, 17.7165
O, 12.3734, 6.9028, 16.7045
O, -4.2068, 14.8941, 26.228
O, -5.8699, -0.1124, 17.6539
O, -6.3332, 0.2523, 28.2894
O, 46.0578, 31.0343, 22.9298
O, 2.5468, 2.6028, 24.5252
O, 4.2356, 19.5227, 27.8276
O, 9.3406, 6.7909, 22.7706
O, -18.8158, 6.8865, 26.421
O, 2.7622, 1.7408, 27.0588
O, 32.4083, 8.9881, 32.7567
O, 10.5195, 16.026, 17.331
O, 17.053, 27.4894, 17.4654
O, 4.7892, 18.3638, 21.7717
O, 4.0459, 4.5654, 26.0037
O, 9.6318, -8.1229, 33.1818
O, 21.8824, 11.6262, 22.8051
O, -10.4357, 24.8517, 21.7374
O, -14.9128, 28.8962, 19.636
O, -6.7847, 6.9162, 31.0511
O, 6.1784, -1.0973, 26.6691
O, 10.4853, 3.6663, 19.4419
O, 13.645, 2.7553, 17.7866
O, 6.3375, 32.2895, 31.6984
O, 33.4606, 11.0208, 17.9321
O, 20.153, 25.6689, 26.4873
O, 15.2917, 2.375, 22.6368
O, 22.5952, 0.8573, 25.4544
O, 24.3972, 37.482, 31.8587
O, 15.2373, -4.2807, 19.2644
O, 2.599, 20.2439, 25.6987
O, 32.4013, 11.8186, 20.1974
O, 0.2253, 16.5854, 21.0997
O, 21.3152, 11.4198, 31.9977
O, 23.6738, 32.8408, 28.8853
O, -1.991, 23.8215, 21.6609
O, -8.6137, 23.1924, 19.8214
O, 7.1187, 18.9141, 36.3251
O, 4.2711, 19.9831, 32.5071
O, 6.5661, 17.3961, 34.2131
O, 15.9254, 13.941, 27.8953
O, -6.4913, -18.8186, 20.0326
O, 22.6811, 3.4394, 26.2913
O, 21.5722, -17.0407, 31.8569
O, 24.7312, 22.3486, 35.2605
O, 12.6895, -30.2298, 36.6287
O, 17.4364, 9.0774, 33.9111
O, 34.2934, 19.48, 28.0613
O, 20.3009, 23.1236, 37.4405
O, 4.3599, 37.2868, 29.9403
O, 5.0017, 24.039, 25.2802
O, -10.2248, 10.9118, 36.6457
O, 14.5252, 22.1223, 24.1069
O, -8.32, -2.3074, 36.8231
O, 10.5429, 5.1316, 24.5162
O, 12.0852, 24.355, 32.2337
O, 7.2277, 30.0968, 24.7399
O, 6.4639, -1.3242, 29.269
O, 22.0318, 6.8603, 34.1493
O, 18.3131, 2.2656, 23.785
O, -13.5773, 5.9743, 25.0071
O, -1.4438, 18.4472, 20.2151
O, 8.6502, 3.2315, 30.8393
O, -4.8374, 13.5807, 30.3106
O, 11.1754, 8.2825, 21.9928
O, -6.5132, 9.1684, 19.7393
O, 2.0894, 15.0084, 19.976
O, 25.5331, 6.2495, 23.969
O, 12.1454, 4.4441, 34.0569
O, 6.6059, 43.5245, 24.4037
O, 16.152, -0.1798, 36.4523
O, 15.8769, -8.5739, 35.6634
O, 7.4558, 2.9143, 36.5954
O, -3.0405, 13.9685, 28.4487
O, 17.4846, 3.2582, 21.4745
O, -0.7077, 2.6159, 24.3973
O, 13.7931, 20.0625, 30.3033
O, -1.7224, 0.2601, 24.5881
O, 18.7236, 11.7553, 29.8791
O, 1.9301, 7.6634, 32.1595
O, 15.4796, -2.8768, 35.1905
O, 11.214, -5.5897, 36.3638
O, 15.9824, 0.3649, 33.8565
O, 3.7721, 12.1171, 37.9032
O, 2.5355, 6.3931, 35.2871

Results
free energy: -161105.596 eV
free energy less fixed offsets of O -570.45, Si -639.56 eV per atom: -2.076 eV

Forces (eV/angstrom), in the order of the atoms: element, x, y, z
Si, 0.0312, 0.0044, -0.1051
Si, -0.0046, -0.0144, -0.1052
Si, 0.0269, -0.0067, -0.1359
Si, -0.0012, 0.0145, -0.1121
Si, -0.0076, -0.0022, -0.117
Si, -0.0199, 0.0087, -0.1035
Si, 0.0055, -0.0076, -0.1045
Si, -0.0352, -0.0027, -0.1295
Si, 0.0036, -0.0006, 0.0063
Si, 0, -0.004, 0.0029
Si, 0.0022, -0.0027, 0.0079
Si, -0.0007, 0.0031, 0.002
Si, -0.0025, -0.0007, 0.0057
Si, 0.0023, 0.0015, 0.007
Si, -0.0008, 0.0028, 0.0048
Si, -0.0021, -0.0019, 0.003
Si, -0.0001, 0.0025, -0.0038
Si, 0.0005, -0.0009, -0.0017
Si, 0.0011, 0, -0.003
Si, -0.0033, 0.0024, -0.0011
Si, 0.0023, 0.0001, -0.0035
Si, 0, -0.0026, -0.0002
Si, 0.0032, -0.0015, -0.002
Si, 0.0001, -0.0023, -0.0024
Si, 0.0016, -0.0002, 0.0012
Si, 0.0003, 0.0007, -0.001
Si, -0.0019, -0.0019, -0.0011
Si, 0, -0.0018, 0.0018
Si, 0.0005, -0.0012, 0.0018
Si, 0.0006, -0.0018, 0.0003
Si, -0.0001, 0.0017, -0.0009
Si, 0.0005, 0.0008, 0.0002
Si, -0.0007, -0.0011, -0.0011
Si, -0.0009, -0.001, 0.0008
Si, -0.0007, -0.0008, 0.0002
Si, 0.0001, -0.0001, -0.0023
Si, 0.0006, -0.0015, -0.0005
Si, 0.0002, 0.0002, -0.0011
Si, 0, -0.0007, -0.0015
Si, 0, -0.0016, 0.0008
Si, 0.0002, -0.0009, 0.001
Si, 0.0003, -0.0006, 0.0008
Si, -0.0001, -0.001, 0.0003
Si, 0, -0.0004, -0.0006
Si, 0.0001, -0.0003, 0.0007
Si, 0.0002, -0.0006, -0.0006
Si, 0.0002, -0.0006, 0
Si, 0.0001, -0.0005, 0.0011
Si, -0.0003, -0.0013, 0.0013
Si, -0.0008, -0.0017, 0.0015
Si, -0.0003, -0.0008, 0.0002
Si, -0.0002, -0.0012, 0.0004
Si, 0.0002, -0.0007, 0.0007
Si, 0, -0.0015, 0.0005
Si, -0.0004, -0.0012, 0.0011
Si, -0.0005, -0.0013, 0.0012
Si, -0.0005, -0.0009, 0.0003
Si, -0.0001, -0.0012, 0.0011
Si, 0.0004, -0.0006, 0.0012
Si, 0.0002, -0.0005, 0.0006
Si, 0.0004, -0.0007, 0.001
Si, 0.0007, -0.0005, 0.0005
Si, 0.0004, -0.001, 0.0007
Si, 0.0003, -0.001, 0.0011
Si, -0.0005, -0.0021, 0.0006
Si, 0.0005, -0.0003, 0.0009
Si, 0.0005, -0.0005, 0.0009
Si, -0.0011, -0.0013, 0.0008
Si, -0.0003, -0.0002, 0.0012
Si, -0.0006, -0.0013, 0.001
Si, -0.0009, -0.0008, 0.0001
Si, 0.0009, 0, 0.0013
Si, -0.0003, 0.0001, 0.0004
Si, 0, -0.0011, -0.0004
Si, 0.0002, -0.0007, -0.0008
Si, 0.0002, 0.0004, 0.0003
Si, -0.0003, -0.0009, 0.0007
Si, -0.0004, -0.0003, -0.0003
Si, 0.0004, -0.0011, 0.0008
Si, 0.0005, -0.0007, -0.0009
Si, 0.0031, -0.0018, -0.0011
Si, -0.0008, 0.0007, -0.0025
Si, -0.0006, -0.0007, -0.0014
Si, 0.0007, -0.0007, -0.0005
Si, -0.0013, 0.0005, 0.0003
Si, 0, -0.0029, 0.0004
Si, -0.0004, -0.0019, -0.0016
Si, -0.0009, -0.0019, -0.0026
Si, -0.0033, -0.0028, 0.0059
Si, -0.0003, -0.0048, 0.0035
Si, 0.0011, 0.0001, 0.005
Si, 0.0007, 0.0008, 0.0025
Si, 0.0033, -0.0001, 0.0038
Si, 0.0017, 0.0026, 0.0057
Si, 0, 0.0032, 0.0007
Si, -0.0006, -0.0017, 0.0056
Si, -0.0338, -0.0176, -0.1366
Si, 0.0137, 0.0091, -0.1336
Si, 0.019, 0.0152, -0.0857
Si, -0.012, -0.018, -0.09
Si, 0.019, 0.0082, -0.088
Si, -0.0186, -0.0234, -0.0957
Si, -0.0139, -0.0116, -0.0971
Si, 0.0052, 0.0272, -0.1127
Si, 0.0215, -0.0003, -0.2712
Si, -0.0376, -0.0026, -0.2911
Si, -0.0077, 0.0241, -0.2812
Si, -0.0366, -0.012, -0.2657
Si, -0.0001, 0.0284, -0.2687
Si, -0.0111, 0.0028, -0.2364
Si, 0.0033, -0.0085, -0.2198
Si, -0.0107, 0.0167, -0.2862
Si, -0.0214, 0.0114, -0.26
Si, -0.0021, -0.0854, -0.2903
Si, 0.0321, -0.038, -0.1971
Si, 0.0083, 0.0056, -0.2484
Si, 0.0316, -0.03, -0.3038
Si, 0.0388, 0.0228, -0.2594
Si, 0.0024, -0.0141, -0.2448
Si, 0.0074, 0.0196, -0.2229
Si, -0.0015, 0.0319, -0.202
Si, 0.0031, -0.0146, -0.2678
Si, 0.0405, 0.0322, -0.3172
Si, 0.0356, 0.0124, -0.2421
Si, 0.0087, -0.0325, -0.2364
Si, -0.0316, -0.0136, -0.311
Si, -0.0668, 0.0163, -0.2418
Si, 0.0011, -0.017, -0.2379
Si, 0.0078, 0.031, -0.2735
Si, 0.0231, 0.0171, -0.22
Si, 0.0385, -0.0009, -0.3127
Si, -0.0235, -0.0062, -0.268
Si, 0.0095, 0.0066, -0.2338
Si, 0.005, -0.0098, -0.3061
Si, -0.0412, -0.0244, -0.2536
Si, -0.0143, 0.0107, -0.2975
Si, -0.0124, -0.001, -0.2446
Si, -0.0557, 0.007, -0.262
Si, -0.0054, -0.0061, -0.2348
Si, -0.017, -0.0038, -0.2624
Si, -0.0002, 0.0374, -0.2441
Si, -0.0262, 0.0347, -0.2633
Si, -0.0402, 0.0054, -0.232
Si, 0.0336, -0.0038, -0.2045
Si, 0.0139, 0.0047, -0.2653
Si, -0.0217, -0.018, -0.2729
Si, 0.0233, 0.0123, -0.2343
Si, 0.0279, 0.033, -0.2738
Si, -0.0038, 0, -0.2759
Si, -0.0286, -0.0476, -0.2366
Si, 0.0074, 0.0045, -0.2591
Si, -0.0546, 0.0202, -0.3095
O, -0.0198, -0.0603, 0.1705
O, 0.0718, -0.0315, 0.2011
O, -0.0029, 0.0173, 0.0864
O, -0.029, 0.0447, 0.1276
O, -0.008, -0.0241, 0.0859
O, 0.0259, 0.0099, 0.0967
O, 0.0876, 0.0026, 0.1527
O, -0.0069, 0.052, 0.1425
O, 0.0155, 0.0428, 0.1167
O, 0.0478, -0.0076, 0.0968
O, 0.0051, -0.0021, 0.0523
O, 0.005, -0.0114, 0.0687
O, -0.0337, -0.0022, 0.0926
O, 0.0571, -0.0045, 0.132
O, -0.0041, 0.0051, 0.0599
O, -0.0766, 0.0103, 0.1586
O, 0.0131, -0.0582, 0.1343
O, -0.0265, 0.0128, 0.1001
O, 0.0067, 0.0286, 0.1051
O, 0.0373, 0.0196, 0.1299
O, 0.0387, 0.0273, 0.1089
O, 0.0422, 0.0483, 0.1193
O, 0.0124, 0.0246, 0.0981
O, -0.0045, -0.0063, 0.0515
O, -0.0521, 0.0308, 0.1063
O, 0.0019, 0.0029, 0.036
O, -0.0085, -0.057, 0.1609
O, -0.0009, -0.0011, 0.0512
O, 0.0015, -0.0179, 0.1011
O, -0.0358, -0.039, 0.1003
O, -0.0034, 0.0068, 0.0922
O, 0.0755, 0.0405, 0.2033
O, -0.0243, -0.0037, 0.1104
O, 0.0236, 0.0245, 0.1208
O, -0.0421, -0.0478, 0.15
O, -0.0338, 0.0537, 0.1192
O, 0.0637, -0.0528, 0.1968
O, 0.0445, -0.053, 0.1381
O, -0.0517, -0.0518, 0.1313
O, 0.0091, 0.0379, 0.1227
O, 0.0255, -0.0538, 0.17
O, 0.0158, -0.0414, 0.0896
O, 0.0237, -0.0236, 0.0944
O, -0.0016, -0.016, 0.1775
O, -0.0206, -0.042, 0.1039
O, 0.0087, -0.0001, 0.0889
O, -0.0054, 0.0033, 0.0952
O, -0.0282, 0.0202, 0.2163
O, 0.0547, -0.0051, 0.137
O, -0.0041, -0.0055, 0.1937
O, -0.071, -0.0173, 0.1988
O, 0.0457, 0.0224, 0.203
O, -0.0624, -0.0162, 0.1182
O, -0.031, -0.0558, 0.1809
O, 0.0499, 0.0146, 0.105
O, -0.0673, -0.0168, 0.1018
O, -0.0442, 0.0089, 0.1244
O, -0.0136, -0.0429, 0.1932
O, -0.0396, 0.0343, 0.1362
O, -0.0145, 0.0343, 0.09
O, 0.0274, 0.0643, 0.1185
O, -0.0336, -0.0638, 0.1174
O, -0.0431, 0.0137, 0.1048
O, -0.0053, -0.0033, 0.0796
O, 0.0818, -0.0034, 0.1843
O, 0.0543, 0.038, 0.1296
O, -0.007, 0.0658, 0.1216
O, -0.0213, -0.0129, 0.2411
O, 0.066, 0.019, 0.1482
O, 0.0279, -0.0069, 0.0827
O, 0.0254, -0.0039, 0.0803
O, -0.0152, 0.0126, 0.0823
O, 0.026, 0.0313, 0.1343
O, 0.0177, -0.0525, 0.1409
O, -0.0486, 0.0412, 0.1812
O, -0.0041, -0.0035, 0.0543
O, -0.0223, 0.0851, 0.1614
O, 0.0324, 0.0416, 0.1424
O, -0.0504, -0.0195, 0.1294
O, 0.0037, -0.0015, 0.0783
O, -0.0045, 0.0002, 0.1594
O, 0.0273, -0.0468, 0.1109
O, -0.0129, -0.0043, 0.0869
O, -0.0171, 0.0352, 0.0723
O, 0.0852, 0.0218, 0.1869
O, 0.007, -0.0466, 0.114
O, -0.0058, -0.0615, 0.151
O, -0.0295, 0.0106, 0.0924
O, 0.065, 0.0034, 0.1468
O, 0.0826, 0.0703, 0.1818
O, 0.0267, 0.0039, 0.1063
O, 0.0087, 0.0078, 0.0797
O, -0.0215, -0.04, 0.1449
O, -0.022, 0.0181, 0.0902
O, -0.0209, -0.0043, 0.1811
O, -0.0024, 0.0456, 0.166
O, -0.0127, -0.0168, 0.0809
O, 0.0193, -0.0149, 0.1516
O, 0.0112, 0.0173, 0.0823
O, 0.0549, -0.0309, 0.1225
O, -0.0137, -0.0368, 0.2581
O, 0.0302, -0.0095, 0.092
O, 0.0081, 0.0345, 0.1076
O, 0.0434, -0.0615, 0.1797
O, -0.0308, 0.0022, 0.0758
O, 0.0072, -0.0372, 0.1034
O, -0.0599, -0.0056, 0.1455
O, -0.0158, -0.0033, 0.0858
O, -0.0601, -0.0019, 0.1896
O, -0.0353, 0.0581, 0.1646
O, -0.0066, 0.01, 0.0694
O, 0.0126, 0.0108, 0.0843

The program warned: the cutoff lies below the one the program advises for these potential files; the forces do not sum to zero within the program's tolerance; empty levels may hold ghost states of the PAW files; the exchange-correlation potential is rough where the density is thin.
